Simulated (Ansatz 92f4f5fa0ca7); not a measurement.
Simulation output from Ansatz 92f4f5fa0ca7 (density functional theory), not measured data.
Periodic cell of 226 atoms, Si133O92P1, from a study of silicon, its oxide and their interface. The atomic structure is a simulated model.
Doubt: the cutoff is far below the 930 eV that the study's wrapper takes by default for these files, so forces and energies are approximate.
This geometry differs little from another in the collection (a relaxation step or a small displacement).

Settings: functional PBE; potential files Ansatz PAW; basis plane waves; wave-function cutoff 580 eV; density cutoff ratio 5; exchange-correlation grid ratio 1; k mesh 1 x 1 x 1, Gamma-centred; self-consistency stop 5e-08 eV per atom in the density residual; occupations fixed; spin none; net charge +1 e, with a uniform compensating background and no finite-size correction.

Cell vectors (angstrom)
a	10.938	0	0
b	0	10.938	0
c	0	0	31.9494

Atoms and the computed forces on them: element, x, y, z (angstrom), force x, y, z (eV/angstrom)
Si	10.6186	-0.0005	24.408	-0.002	0.0053	-0.0166
Si	5.082	0.1186	24.6637	-0.001	-0.0003	0.0026
Si	2.8245	2.2889	24.5214	0.0028	-0.0054	-0.012
Si	8.5616	2.4403	24.5612	0.006	0.004	0.0037
Si	10.7118	5.5878	24.3321	-0.0106	-0.0053	-0.0023
Si	5.1539	5.6114	24.4408	0.0036	0.0113	-0.006
Si	2.9824	7.9518	24.4051	0.0066	0.0004	0.0039
Si	8.4161	7.8293	24.4072	0.0028	-0.0121	-0.019
Si	1.2908	1.1262	25.8269	-0.0026	0.0005	0.0225
Si	6.8142	1.328	25.7526	0.0024	-0.0014	0.007
Si	3.9818	4.0071	25.7242	-0.0019	0.0018	0.0126
Si	9.6855	4.0248	25.8457	0.0027	-0.0025	0.0153
Si	1.3364	6.7925	25.6819	0.0088	0.0001	0.0071
Si	6.8022	6.7198	25.7403	-0.0031	-0.0024	0.0202
Si	4.0014	9.4621	25.9524	0.0043	-0.0069	0.0148
Si	9.4794	9.4396	25.7951	0.0094	0.003	0.0144
Si	2.6313	-0.1372	27.2771	0.0005	-0.0044	-0.0023
Si	8.1479	-0.0742	27.1503	-0.0138	-0.0006	0.0037
Si	0.0792	2.6513	27.1959	-0.0002	0.007	-0.0048
Si	5.4383	2.7252	27.1164	0.007	-0.0006	-0.0005
Si	2.6717	5.4046	27.1139	-0.0072	0.001	0.0003
Si	8.1878	5.3693	27.1274	0.0056	-0.0001	-0.0109
Si	0.0023	8.1594	27.135	-0.0081	-0.0068	-0.0013
Si	5.5128	8.136	27.1765	-0.0054	0.0025	-0.0091
Si	4.0778	1.3075	28.4982	-0.0031	0.0001	0.0069
Si	9.5505	1.3315	28.5072	0.0028	0.0029	0.0015
Si	1.3694	4.0597	28.5669	0.001	-0.0042	0.0037
Si	6.8047	4.0609	28.5188	-0.0051	0.0003	0.0014
Si	4.0839	6.7707	28.486	-0.0001	0.0021	-0.0001
Si	9.5532	6.7804	28.4786	-0.0015	0.0034	0.0026
Si	1.3061	9.4793	28.6313	0.0055	0.0038	0.0067
Si	6.8241	9.5319	28.56	0.0042	0.0017	0.0038
Si	-0.0402	-0.0217	29.9328	-0.0074	0.0032	0.0104
Si	5.4557	-0.0158	29.8956	0.0009	0.0022	-0.0023
Si	2.763	2.7072	29.9045	0.0013	-0.0025	0.0031
Si	8.179	2.702	29.8724	0.0001	-0.0066	0.0026
Si	-0.0193	5.4459	29.8893	0.0028	-0.0015	-0.0026
Si	5.4515	5.4392	29.886	-0.0016	-0.0039	0.0028
Si	2.7374	8.1324	29.9094	-0.003	-0.0067	0.0016
Si	8.2285	8.1788	29.8787	0.0025	0.0045	-0.0009
P	1.3664	1.3708	31.2554	0.0035	-0.0007	0.0006
Si	6.8222	1.3653	31.2613	0.0009	0.0003	0.0018
Si	4.1095	4.078	31.2971	0.0022	-0.0006	0.0003
Si	9.5504	4.0759	31.2368	0.0008	0.0031	-0.0009
Si	1.3535	6.807	31.276	0.0028	0.0013	0.0006
Si	6.8286	6.8417	31.2467	0.0026	-0.0006	-0.0012
Si	4.0792	9.5634	31.2467	0.0011	0.0052	-0.0004
Si	9.5549	9.5481	31.312	0.0015	0.0014	-0.0011
Si	2.7297	0.0212	0.6797	-0.0027	0.0012	-0.0017
Si	8.1887	0.0118	0.6786	-0.0012	-0.0002	-0.0021
Si	0.0088	2.7414	0.6805	0.0012	-0.0045	-0.0046
Si	5.4935	2.7468	0.7128	-0.0032	-0.0004	-0.0021
Si	2.7379	5.4659	0.6839	-0.0014	-0.0023	-0.0017
Si	8.2117	5.4867	0.6719	-0.0048	-0.0016	0
Si	0.0147	8.202	0.7142	-0.0013	0.0008	-0.0011
Si	5.4731	8.2297	0.6904	-0.0007	-0.003	-0.0025
Si	4.0962	1.404	2.0678	0.0008	0.0003	0.0006
Si	9.6039	1.3391	2.0358	-0.0055	0.0012	-0.0007
Si	1.3709	4.1366	2.0607	0.0059	0.0011	0.0018
Si	6.8459	4.1605	2.0536	-0.001	0.0021	-0.0028
Si	4.0961	6.8565	2.0374	-0.0034	-0.0021	0.001
Si	9.5737	6.8424	2.0731	0.0009	-0.0001	0.002
Si	1.3521	9.6257	2.0655	0	0.0015	-0.0036
Si	6.8303	9.6236	2.0567	-0.0005	0.0089	0.0019
Si	0.0254	0.0433	3.4915	0.0022	-0.0031	0.0016
Si	5.475	0.0402	3.4524	0.0026	-0.0013	-0.0035
Si	2.7164	2.7753	3.4208	-0.002	0.0002	-0.0047
Si	8.273	2.7957	3.3334	0.0008	-0.0056	-0.0013
Si	0.022	5.5139	3.475	-0.0015	0.0002	-0.0004
Si	5.4743	5.5379	3.4305	0.0011	-0.0019	-0.0026
Si	2.7497	8.2557	3.39	-0.0012	0.005	0.0024
Si	8.2397	8.2903	3.3919	-0.0011	-0.0055	-0.0059
Si	1.3754	1.4627	4.8587	0.0015	-0.0026	0.0003
Si	6.9149	1.4845	4.7123	0.004	0.0008	-0.0033
Si	4.0651	4.1657	4.7613	-0.0039	0.002	0.0064
Si	9.605	4.0832	4.7915	0.0023	0.005	-0.0019
Si	1.3672	6.9849	4.8294	0.0047	-0.0003	0.0008
Si	6.8383	6.9965	4.7364	-0.003	0.0097	-0.0002
Si	4.097	9.5793	4.7989	-0.0001	-0.0037	-0.0003
Si	9.6163	9.579	4.8483	0.0018	0.0111	0.0021
Si	2.7574	0.04	6.142	0.0028	0.0011	-0.0143
Si	8.2914	0.1302	6.0873	-0.0022	0	-0.0082
Si	0.0202	2.8063	6.3178	-0.0036	-0.0058	-0.0072
Si	5.5218	2.844	6.0622	-0.0001	0.005	-0.0125
Si	2.7536	5.6075	6.1323	0.0073	-0.0033	-0.0162
Si	8.2554	5.6046	5.9568	0.005	-0.0035	-0.0091
Si	0.0493	8.3095	6.3701	-0.0035	-0.0082	-0.0112
Si	5.503	8.3094	6.2303	-0.0011	-0.0025	-0.0098
Si	4.4256	1.1923	7.3228	0.0062	-0.008	0.0042
Si	9.8085	1.1561	7.6255	-0.002	0.0008	0.005
Si	1.1822	4.5174	7.5066	0.001	0.0005	0.016
Si	6.6465	4.5463	7.2469	-0.0177	0.0035	0.0046
Si	4.3232	6.7127	7.5425	0.0078	-0.0067	-0.0047
Si	9.7273	6.6205	7.5031	0.0046	0.0022	0.001
Si	1.2812	9.9443	7.7036	-0.0012	0.0062	0.0244
Si	6.7229	9.9764	7.4145	-0.0038	0.006	-0.0041
O	9.5743	1.2392	23.9882	-0.0051	-0.0092	0.0015
O	4.0987	6.8015	23.9507	-0.0069	-0.0027	-0.0002
O	4.0219	1.238	24.036	0.0003	0.0014	0.0026
O	9.54	6.6999	23.9017	0.0005	0.0035	0.0056
O	-0.026	5.5546	8.01	-0.001	0.0063	-0.0057
O	5.5711	0.1369	7.9038	0.0019	-0.0001	0.0008
O	0.0678	0.0903	8.1353	0.0043	-0.003	-0.0097
O	5.5316	5.6143	7.8638	0.005	0.0052	0.0057
O	7.6106	3.9607	8.423	0.0087	-0.0114	0.0122
O	8.722	7.0613	8.75	-0.0062	0.0074	0.01
O	2.1841	9.4607	9.0294	0.002	-0.0041	-0.0035
O	8.8912	1.6823	8.9179	-0.0037	0.0041	0.0026
O	7.6333	9.4873	8.6972	0.0079	-0.011	0.0133
O	3.6025	1.8443	8.5755	-0.0095	0.0111	0.0123
O	3.5806	7.2285	8.9386	-0.0076	0.0094	0.0115
O	2.0797	4.033	8.8066	0.0035	-0.0048	0.0026
O	8.1256	3.4997	23.3738	-0.012	0.0101	-0.0175
O	0.4645	4.9336	22.9631	0.0062	-0.0073	-0.0066
O	1.8981	2.7386	23.246	-0.0096	0.0099	-0.0134
O	5.821	4.9049	23.1133	0.0062	-0.0065	-0.0047
O	5.5383	9.9743	23.5207	0.0107	-0.0091	-0.0172
O	2.4315	8.6923	23.0351	-0.0089	0.0084	-0.0135
O	0.1826	10.0631	23.0865	0.0071	-0.0051	-0.0061
O	7.7918	8.5718	23.0693	-0.0051	0.0057	0.0004
Si	8.6583	7.7001	18.4409	0.0003	-0.0005	-0.0104
Si	8.7891	6.3613	13.6327	-0.0015	0.0006	0.0097
Si	3.7951	1.5433	14.7363	-0.0014	0.0007	0.003
Si	2.1396	5.7502	17.6272	-0.0025	-0.0021	-0.0072
Si	2.4225	3.1451	19.4883	-0.0052	0.001	-0.0068
Si	9.8181	9.0353	12.0835	-0.0015	-0.0012	0.0064
Si	1.3263	9.4184	22.0699	0.0006	-0.0002	0.0217
Si	9.1755	0.9681	13.1979	0.0001	0.0019	0.0099
Si	1.4255	5.0577	13.0302	0.0027	-0.0007	0.0118
Si	1.7961	8.2574	12.821	0.0037	0.0001	0.0038
Si	6.651	9.5493	22.4185	-0.0006	0.0015	0.0168
Si	4.5287	4.6044	15.7094	0.001	0.003	-0.001
Si	8.2149	3.0269	9.5906	-0.0012	-0.0051	-0.0134
Si	0.8412	8.245	19.2588	0.001	0.0065	-0.0046
Si	6.9515	1.3481	21.0866	0.0038	0.0012	-0.001
Si	8.232	8.3265	9.6789	-0.0018	-0.0007	-0.0164
Si	10.8916	5.2067	15.6089	0.001	0.0005	-0.0012
Si	7.5703	9.5031	16.3178	-0.0008	-0.0029	-0.0028
Si	9.9336	2.0607	20.296	-0.0011	-0.0002	-0.0048
Si	3.2198	8.5163	9.9216	-0.0044	-0.0043	-0.0173
Si	6.6975	3.3474	17.4052	-0.0007	0.0004	-0.0047
Si	1.1683	0.2117	19.8037	0.0013	-0.0027	-0.0091
Si	3.2371	2.8196	12.3009	0.0013	-0.0013	0.0043
Si	7.2182	5.3929	19.679	0.0014	-0.0047	-0.0048
Si	5.7501	8.6775	11.5499	0.0009	-0.0016	0.0031
Si	5.7887	6.0794	13.2057	0.0007	0	0.0065
Si	4.6344	9.7051	17.6226	-0.0017	-0.0011	-0.0054
Si	1.0262	3.5987	22.1664	0.0036	0.0061	0.0209
Si	4.9002	1.4828	18.7955	0.0027	-0.0004	-0.0091
Si	3.2045	3.0979	9.5214	-0.0061	-0.0017	-0.0164
Si	6.4535	10.8268	13.7938	-0.0002	-0.0017	0.005
Si	10.3519	0.119	15.9717	0.0019	0.003	-0.0029
Si	5.6665	3.6652	11.161	0.0007	-0.0047	0.0019
Si	9.847	3.9022	11.9087	-0.0046	-0.0022	0.0037
Si	2.3445	9.9266	15.5465	0.0003	-0.0023	-0.0015
Si	6.0741	8.1184	19.7966	-0.0005	0.0036	-0.0057
Si	6.9295	3.9702	22.3651	0.0014	-0.0011	0.0182
Si	9.7563	2.7782	17.3632	0.0011	0.0008	-0.0016
O	7.1993	6.3834	13.9763	0.0018	0.0001	-0.0043
O	1.8835	7.0599	18.6799	0.0021	-0.0053	0.006
O	10.2917	4.0394	16.5286	0.0005	0.0007	0.0016
O	6.1672	9.9605	17.0559	0.0029	-0.0013	0.0016
O	10.1503	0.7066	14.4682	0.0021	-0.0021	-0.0001
O	8.4465	6.1171	18.8578	0.0023	0.0024	0.0066
O	5.1728	0.6922	14.4331	-0.0008	0.0005	-0.0027
O	5.7191	2.0544	17.517	0.002	0.0019	0.0024
O	8.3517	1.9447	20.5675	0.0052	0.0008	0.0065
O	1.9936	4.3015	18.4066	0.0007	0.0068	0.0021
O	6.968	2.811	10.6383	-0.0086	0.0022	-0.0005
O	4.8729	2.7108	12.2154	-0.0035	-0.002	-0.0029
O	6.0313	4.3964	16.3478	0.0001	0.0006	0.0006
O	4.575	3.9272	9.9332	0.0092	0.0016	0.0022
O	10.6883	2.7822	21.5591	-0.0094	-0.0086	-0.0029
O	9.7273	6.1632	14.9664	0.0027	-0.0014	0.0005
O	6.0064	6.4825	19.8416	0.0008	0.0004	0.0082
O	4.0821	0.1695	18.2829	0.0007	-0.0028	0.0064
O	9.2592	10.5565	12.272	0	0.004	-0.0068
O	2.8579	4.3629	12.7052	-0.0037	0.0035	-0.0071
O	1.9106	10.7042	21.2175	-0.0005	0.0076	-0.0048
O	3.9988	2.7209	19.3843	0.0023	-0.0016	0.0082
O	0.7315	10.0435	15.9635	-0.0005	0.0003	0.0005
O	1.2778	9.8045	18.842	0.0001	-0.0022	0.0047
O	1.7134	1.6673	19.2794	0.0016	0.0014	0.0077
O	8.9419	10.3927	16.4986	-0.0006	-0.0009	0.0026
O	4.8724	8.5816	18.7923	-0.0034	0.0026	0.0026
O	9.5814	8.757	10.4854	0.0085	0.0042	0.0061
O	6.7508	4.0809	18.8583	-0.0013	-0.0051	0.0023
O	2.8434	1.7217	13.4059	0.0005	-0.0027	-0.0017
O	5.8229	8.7654	21.2673	-0.0041	-0.0106	-0.01
O	2.5489	2.4559	10.8702	-0.0007	-0.0012	0.0096
O	7.6153	4.8499	21.1733	0.0025	0.0095	-0.0106
O	5.2138	7.4845	12.5544	0.0001	-0.0046	-0.0037
O	0.4357	9.0716	12.4996	0.0024	-0.0003	-0.0077
O	7.5839	1.0635	13.576	-0.0011	-0.0009	-0.0061
O	7.1099	9.6391	14.7457	0.0017	-0.0005	0
O	8.9788	5.0338	12.6945	-0.0016	0.0058	-0.0038
O	8.0922	8.0402	16.9147	-0.0017	0.0032	-0.0008
O	6.2123	2.5682	21.9055	-0.0006	-0.0095	0.0003
O	2.4618	9.0714	14.1098	0.001	0.0036	0.0008
O	0.4295	4.4929	11.8644	0.0033	0.0017	-0.0071
O	0.814	8.3125	20.9366	-0.0027	-0.0075	-0.0095
O	9.3971	3.8352	10.3464	0.0096	0.0053	0.0063
O	9.6584	2.3875	12.5274	-0.0001	-0.005	-0.0049
O	7.6198	8.5607	19.3992	0.0036	-0.0016	0.008
O	2.5526	8.1738	11.3671	-0.0098	-0.0007	0.0122
O	3.9787	3.0634	15.3747	0.0002	0.0003	-0.0006
O	0.8376	4.4904	14.4402	-0.0024	-0.0007	-0.0001
O	10.0497	2.9987	18.9585	-0.0006	0.0034	-0.0028
O	9.1456	7.8062	12.9412	-0.001	-0.0043	-0.0043
O	10.5165	0.5395	20.0864	0.001	-0.0007	0.0078
O	6.0349	5.0501	11.9364	0.0004	0.0088	-0.0014
O	8.1563	2.7447	17.0123	-0.0008	-0.0003	0.0029
O	3.5371	5.4822	16.7305	0.0017	-0.0008	0.0021
O	4.6715	9.1356	10.3821	0.0081	-0.0002	0.0005
O	1.536	6.6785	13.1819	-0.0011	-0.0016	-0.0073
O	4.7618	5.4961	14.3452	-0.0016	-0.0027	-0.0003
O	2.058	3.8544	20.9256	0.0084	-0.0035	-0.0086
O	10.5531	1.4119	16.9516	0.0002	-0.002	0.0024
O	0.9491	6.0742	16.5557	-0.001	-0.0003	0.0019
O	7.3294	10.9513	21.9421	0.0005	0.009	0.0003
O	5.9374	0.9109	19.9118	-0.0097	-0.0013	-0.0019
O	6.0696	10.0366	12.4052	0.003	0.0076	-0.0004
O	2.8483	0.549	15.6041	-0.0004	0	0
O	7.0528	8.0251	10.7715	-0.0107	0.0007	0.0015
O	10.2435	8.0192	18.692	-0.0043	-0.0024	0.007
O	3.4459	9.1986	16.578	-0.0003	-0.0003	0.0009

Results
free energy: -137633.823 eV
free energy less fixed offsets of O -568.88, P -755.39, Si -635.61 eV per atom: -5.343 eV

The program warned: the cutoff lies below the one the program advises for these potential files; the forces do not sum to zero within the program's tolerance; the exchange-correlation potential is rough where the density is thin.
